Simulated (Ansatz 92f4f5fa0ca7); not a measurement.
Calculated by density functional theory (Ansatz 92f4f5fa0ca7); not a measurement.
Periodic cell of 216 atoms, Si133O82H1, from a study of silicon, its oxide and their interface. The atomic structure is a simulated model.
Doubt: the cutoff is far below the 930 eV that the study's wrapper takes by default for these files, so forces and energies are approximate.
This geometry differs little from another in the collection (a relaxation step or a small displacement).

Settings: functional PBE; potential files Ansatz PAW; basis plane waves; wave-function cutoff 580 eV; density cutoff ratio 5; exchange-correlation grid ratio 1; k mesh 1 x 1 x 1, Gamma-centred; self-consistency stop 5e-08 eV per atom in the density residual; occupations fixed; spin none; net charge +1 e, with a uniform compensating background and no finite-size correction.

Cell vectors (angstrom)
a  10.938  0  0
b  0  10.938  0
c  0  0  31.3236

Atoms and the computed forces on them: element, x, y, z (angstrom), force x, y, z (eV/angstrom)
Si  0.2235  -0.7044  23.8971  0.0001  -0.0018  -0.003
Si  5.0161  0.3382  23.8902  0.0002  -0.0017  -0.0062
Si  3.2231  2.1305  23.7474  -0.0003  0.0018  -0.0025
Si  7.8801  3.0578  23.954  0.001  -0.0013  -0.0067
Si  -0.604  6.123  23.9262  0.0029  -0.0002  -0.004
Si  6.1383  4.8934  23.9381  -0.0017  0.0022  -0.0023
Si  2.1728  8.7644  23.9457  0.0003  -0.0011  -0.0043
Si  8.5907  7.7381  24.2081  -0.0044  -0.001  -0.0024
Si  1.3203  1.2558  24.9537  0.0008  0.0003  -0.0017
Si  6.7751  1.3652  25.1608  -0.0004  0.0009  0.0012
Si  4.1678  3.9755  25.0125  0.0017  -0.0021  -0.0034
Si  9.5776  4.1741  25.1322  0  -0.0007  -0.0009
Si  1.3434  6.8528  25.0806  -0.0004  0.0006  -0.0009
Si  6.8121  6.7138  25.2867  0.0023  -0.0016  -0.0018
Si  3.9911  9.619  25.2131  -0.0001  0.0012  0.0005
Si  9.563  9.4816  25.4096  0.0014  0.0006  -0.0008
Si  2.6579  0.0482  26.5606  -0.0003  -0.0021  0.0001
Si  8.1677  0.028  26.5452  -0.0001  -0.0006  -0.0003
Si  0.033  2.7197  26.4199  -0.0004  0.0004  -0.0006
Si  5.4621  2.731  26.5633  -0.0001  -0.0001  0.0021
Si  2.7693  5.4245  26.4084  -0.0003  0.0007  0.0009
Si  8.2407  5.441  26.6232  -0.0009  0.0018  0.0023
Si  0.0706  8.1378  26.6336  -0.0001  0.0003  0.0016
Si  5.4261  8.2071  26.5095  -0.0003  -0.0002  0.0001
Si  4.1018  1.3673  27.9054  -0.2666  0.1227  0.1783
Si  9.5708  1.3673  27.9054  0.1143  0.2909  -0.4654
Si  1.3673  4.1018  27.9054  0.1868  -0.1214  -0.7816
Si  6.8362  4.1018  27.9054  -0.0165  -0.1956  0.4099
Si  4.1018  6.8362  27.9054  -0.2484  -0.2254  -0.4701
Si  9.5708  6.8362  27.9054  0.2309  -0.1643  0.7352
Si  1.3673  9.5708  27.9054  0.156  0.0953  0.575
Si  6.8362  9.5708  27.9054  -0.2129  -0.0722  -0.2007
Si  0  0  29.2726  -0.0216  -0.0815  0.0021
Si  5.469  0  29.2726  -0.097  -0.0957  0.0024
Si  2.7345  2.7345  29.2726  0.0852  -0.0086  0.0243
Si  8.2035  2.7345  29.2726  -0.0089  0.0327  0.0295
Si  0  5.469  29.2726  -0.1353  0.0582  0.0436
Si  5.469  5.469  29.2726  0.0229  -0.0305  -0.0096
Si  2.7345  8.2035  29.2726  -0.0185  0.07  0.034
Si  8.2035  8.2035  29.2726  0.0439  -0.0251  -0.0109
Si  1.3673  1.3673  30.6399  -0.0281  0.0048  -0.0028
Si  6.8362  1.3673  30.6399  0.0537  -0.009  -0.042
Si  4.1018  4.1018  30.6399  -0.0283  0.0418  0.0131
Si  9.5708  4.1018  30.6399  0.0192  -0.0459  -0.0212
Si  1.3673  6.8362  30.6399  0.0418  -0.027  -0.0275
Si  6.8362  6.8362  30.6399  0.0034  0.0177  -0.0027
Si  4.1018  9.5708  30.6399  0.0323  -0.0332  -0.015
Si  9.5708  9.5708  30.6399  -0.033  0.0405  -0.0035
Si  2.7345  0  0.6835  0.043  -0.0539  -0.0202
Si  8.2035  0  0.6835  -0.0523  0.0056  0.031
Si  0  2.7345  0.6835  -0.08  0.0292  0.0303
Si  5.469  2.7345  0.6835  0.0305  -0.0411  0.0164
Si  2.7345  5.469  0.6835  -0.0407  0.0637  0.0179
Si  8.2035  5.469  0.6835  0.0876  -0.0259  -0.0219
Si  0  8.2035  0.6835  -0.0272  -0.0165  0.0066
Si  5.469  8.2035  0.6835  -0.011  0.036  0.0343
Si  4.1018  1.3673  2.0507  -0.1019  -0.0667  -0.0523
Si  9.5708  1.3673  2.0507  0.0515  -0.0269  0.0095
Si  1.3673  4.1018  2.0507  0.1337  0.044  0.0146
Si  6.8362  4.1018  2.0507  0.0341  0.0837  -0.0213
Si  4.1018  6.8362  2.0507  0.0412  -0.0306  0.0052
Si  9.5708  6.8362  2.0507  -0.1424  -0.0047  -0.0576
Si  1.3673  9.5708  2.0507  0.0266  0.1074  -0.0197
Si  6.8362  9.5708  2.0507  0.0845  -0.0349  0.0463
Si  0  0  3.418  0.2471  0.272  -0.3571
Si  5.469  0  3.418  -0.4722  0.0185  0.3121
Si  2.7345  2.7345  3.418  0.0381  -0.0415  -0.3666
Si  8.2035  2.7345  3.418  0.1334  0.1165  0.4057
Si  0  5.469  3.418  0.1324  0.3405  0.454
Si  5.469  5.469  3.418  -0.1199  -0.1136  -0.325
Si  2.7345  8.2035  3.418  0.0151  0.0205  0.5847
Si  8.2035  8.2035  3.418  0.0466  -0.3155  -0.7174
Si  1.3624  1.4184  4.7828  0.0007  0.0003  -0.0024
Si  6.7902  1.3906  4.7865  0.0022  0.0014  0.0007
Si  4.1111  4.0785  4.7623  0.0016  0.004  -0.0018
Si  9.6123  4.1189  4.8372  -0.0012  -0.0027  0.0012
Si  1.395  6.8428  4.8902  0.0017  0.0001  -0.0012
Si  6.8135  6.8544  4.7277  -0.0044  -0.0001  -0.003
Si  4.043  9.6122  4.8776  -0.0008  -0.0005  -0.0011
Si  9.6389  9.4984  4.671  -0.0016  -0.0003  -0.0044
Si  2.6701  0.1325  6.2805  -0.0044  -0.0001  0.0022
Si  8.1915  -0.1075  5.8911  -0.0009  0.002  0.0013
Si  0.1177  2.8411  6.2472  0.001  0.0033  0.0004
Si  5.4617  2.76  6.2332  -0.0018  -0.0025  0.0006
Si  2.7856  5.3764  6.2243  0.0021  -0.0021  0.0013
Si  8.2483  5.5699  6.1152  0.0033  0.0013  0.0032
Si  0.0767  8.3716  6.2348  -0.0031  0.0005  0.0041
Si  5.4686  8.1821  6.1648  0.0028  -0.0021  0.0017
Si  3.7056  1.863  7.5898  0.0017  0.0028  -0.0025
Si  9.6954  1.1472  7.0724  -0.0053  -0.0005  -0.006
Si  1.9863  3.6168  7.6764  -0.0011  -0.0002  -0.0027
Si  6.4472  4.6535  7.2891  0.0006  -0.0008  -0.0065
Si  4.6304  6.3163  7.3532  -0.0039  0.0037  -0.0035
Si  9.1343  7.45  7.2435  -0.0021  -0.0036  -0.004
Si  0.6532  10.4298  7.4253  0.0098  -0.0016  -0.0032
Si  7.3617  9.0717  7.2287  0.0004  0.0002  -0.0029
O  7.1438  4.192  9.0508  0.0013  0.0004  0.0119
O  7.2584  9.1788  8.9192  0.0002  0  0.0041
O  9.2844  7.4066  8.932  0.0005  0.0008  0.004
O  0.8828  10.4942  9.0792  -0.0012  -0.0002  0.0046
O  4.1922  1.47  9.1503  -0.0011  -0.0004  0.0031
O  1.8468  3.9593  9.3231  0.0007  -0.0007  0.0038
O  8.3477  1.845  7.9236  0.0034  -0.0012  0.0028
O  4.2337  6.5178  8.9474  0.0013  -0.0011  0.0034
O  8.2771  8.2597  22.6617  0.0016  -0.0011  0.0039
O  8.5673  2.3044  22.6194  -0.0015  0.0005  0.0054
O  6.0694  5.655  22.4512  0.0008  0.0005  0.0036
O  2.7887  2.5669  22.1839  0.0009  -0.0005  0.0013
O  10.3988  9.9879  22.3841  0.0014  0.0009  0.0031
O  0.1687  3.6773  18.2893  0.0008  0  -0.0072
O  2.6403  8.6323  22.3537  -0.0007  0.0002  0.0036
O  5.5502  -0.4847  22.5438  -0.005  0.0006  0.0079
Si  7.0756  5.229  10.5044  0.0001  -0.0012  -0.0071
Si  -1.3007  3.9048  11.2221  0.0005  0.0009  -0.0045
Si  3.2839  7.2493  10.0272  -0.0001  0.001  -0.0056
Si  3.1802  13.5221  15.8207  0.0031  -0.0012  0.0095
Si  -1.3282  12.2445  12.7442  0.0003  -0.0002  -0.0032
Si  -0.2368  5.2647  21.027  -0.0009  -0.002  0.0041
Si  6.3637  10.3101  21.1384  0.0035  0.0031  0.0024
Si  9.0563  -1.6386  21.6831  -0.0028  0.0014  -0.002
Si  6.2631  -7.9347  15.1901  -0.0015  0.0115  0.004
Si  1.4567  -1.468  10.1969  0.0008  -0.0007  -0.0051
Si  7.8344  2.5586  9.2609  -0.0017  0.0018  -0.0024
Si  5.7932  0.7336  18.5883  0.0031  -0.0192  0.0125
Si  -1.6919  2.5331  21.1478  -0.0024  0  0.0014
Si  7.7342  5.035  17.082  -0.0034  -0.0004  0.0164
Si  6.9039  3.2496  19.4007  -0.0031  -0.0036  0.0087
Si  1.5158  4.7539  10.7229  -0.0002  -0.0001  -0.0046
Si  5.243  5.2615  21.1091  0.0027  -0.0016  0.0007
Si  3.4414  -0.2109  16.8605  0.0084  0.0002  0.0161
Si  5.2131  3.7604  12.4411  0.0001  0.0001  -0.0024
Si  9.8648  -1.4081  11.8086  -0.0004  0.0016  -0.0022
Si  -3.4968  11.2414  14.5398  0.0054  -0.001  0.0066
Si  5.1008  -1.6882  14.5835  -0.0016  -0.0017  0.0046
Si  2.5752  3.8907  21.2483  0.0016  -0.0007  0.004
Si  1.6648  3.0164  18.4633  0.0024  0.0031  0.0139
Si  -0.8096  10.3805  14.6613  0.0034  -0.0012  -0.002
Si  8.0557  8.0549  9.82  -0.0004  -0.0001  -0.0051
Si  5.0194  8.0292  19.5739  0.0007  0.0012  0.006
Si  13.2654  9.1692  20.8505  0.0033  -0.0012  0.004
Si  10.7472  -5.6841  17.9755  -0.0006  0.0007  0.0125
Si  5.2143  7.023  16.6134  0.0013  -0.0004  0.0141
Si  5.1343  12.288  10.4826  0.0002  -0.0012  -0.0033
Si  11.6043  11.5802  20.033  0.0021  0.003  0.0122
Si  4.0288  9.634  11.6651  0.0012  0.0004  -0.0043
Si  -0.2062  8.8535  19.3876  0.0028  -0.0024  0.0124
Si  2.5224  4.3386  13.5811  0.001  0.0002  0
Si  2.1977  6.2797  16.0114  0.0036  -0.0017  0.0112
Si  1.0441  8.9495  16.7347  0.0003  0  0.0117
O  2.2006  -2.6624  9.3444  0.0002  0.0001  0.0032
O  6.1676  8.8759  20.3678  0.0009  0.0006  -0.0026
O  9.2126  2.8732  10.0303  -0.0012  0.0004  0.0017
O  -0.2718  10.4888  19.2811  -0.0022  -0.0003  -0.0097
O  1.097  8.3257  20.2052  -0.0011  0.0009  -0.0054
O  -2.8417  2.3005  20.0064  0.0033  0.0002  -0.0032
O  2.4147  2.9711  14.4388  0.0009  -0.002  -0.0014
O  -0.1188  4.9058  10.7565  0.0005  -0.0002  0.0026
O  -1.0187  2.8858  12.4562  0.0002  0.0005  0.0005
O  9.5588  4.1219  21.0469  0.0007  0.0012  -0.0015
O  5.7502  4.7624  11.2601  0.0018  -0.0011  0.0019
O  14.5661  8.7872  19.9562  -0.0035  0.001  -0.0023
O  3.7256  -5.971  21.6133  -0.0008  0.0001  -0.0003
O  9.914  9.2976  13.4292  0.0002  -0.0009  -0.0007
O  5.8999  3.8842  20.517  -0.0009  0.0014  -0.0019
O  5.1242  8.0034  17.9329  -0.0003  0.0007  -0.0065
O  8.6924  -11.2408  15.4128  -0.0058  0.0041  -0.0021
O  9.3465  -5.4856  17.1036  0.0028  0.0004  -0.0077
O  13.162  -1.1207  17.455  -0.0002  0  -0.0082
O  13.5564  3.6017  19.6497  -0.0003  -0.0006  -0.0066
O  2.0049  5.5579  14.5411  -0.0002  0.0008  -0.0016
O  5.786  11.5074  20.2103  0.0049  0.0049  -0.0015
O  6.6132  -4.7524  16.7895  0.001  -0.0004  -0.0071
O  10.6151  1.6373  20.9156  0  -0.0011  -0.0034
O  -2.5932  4.8764  11.4419  -0.0008  0.0003  0.0004
O  4.2508  -2.7892  10.9893  0  -0.0008  0.0023
O  2.3754  6.1334  10.7962  0.0008  0  0.0025
O  12.8  -0.1708  20.8536  -0.001  0.0005  -0.0038
O  7.0319  6.7802  10.0947  -0.0005  -0.0007  0.003
O  22.1096  -2.0592  11.0903  0.0001  0.0002  0.0023
O  4.065  4.6385  13.1607  -0.0003  -0.0001  0.0002
O  4.7303  14.0562  15.7412  -0.0006  -0.0023  -0.006
O  -0.0331  -2.5929  17.8293  -0.0016  0.0008  -0.0057
O  6.0874  13.2591  18.3333  -0.0024  0.0091  -0.0015
O  -0.5494  6.3001  22.2481  -0.0001  0.0009  0.0026
O  2.5104  14.2294  17.1106  -0.0005  0.0004  -0.0062
O  -2.9616  -0.4479  21.3671  0.0015  -0.0016  -0.0004
O  5.0793  10.7726  11.1  0.0001  0.0003  0.002
O  1.1087  5.7608  17.1184  -0.002  -0.001  -0.0058
O  -4.4654  10.01  14.1409  0  -0.0011  -0.0043
O  1.1452  4.5772  21.5374  -0.0002  0.0004  -0.0005
O  -4.0914  -0.2668  17.8454  0.5738  0.1972  -0.1158
O  -8.4054  10.1561  11.2248  -0.0008  0.0004  0.0018
O  6.6415  1.4306  15.3756  0.0017  -0.0123  0.0035
O  3.7735  6.1879  16.5135  -0.0014  0.0001  -0.0077
O  4.2941  11.2997  18.1031  -0.0089  0.0056  -0.0113
O  6.3127  3.4049  13.5869  0.0004  -0.0022  0.0024
O  5.4011  7.7429  15.1363  -0.0001  0.0001  -0.0046
O  0.2734  9.9418  15.7291  0.003  -0.0011  -0.0027
O  12.702  7.8357  15.7964  -0.0017  0.001  -0.0058
O  -0.3464  11.8028  13.9751  0.001  0.0011  -0.0009
O  6.6925  1.7306  10.0459  0.0017  0.0014  0.0017
O  -0.2384  -5.018  19.5023  0.0001  0.0008  -0.005
O  -2.8867  22.9187  13.1981  -0.0009  -0.0002  0.0009
O  5.1767  6.4715  20.0347  0.0003  -0.0013  -0.0029
O  1.772  4.0257  12.1615  0  -0.0003  0.0018
O  -6.5514  9.9209  15.8473  -0.0023  0.0018  -0.0054
O  9.418  -2.4448  20.2845  0.002  -0.0012  -0.0054
O  -3.5342  3.8872  15.9527  0.0005  -0.0019  -0.0058
O  -6.7946  9.3719  13.2615  0.0003  0  0.0009
O  4.6947  2.4094  11.6574  0.0005  -0.0005  0.002
O  2.892  1.0053  15.9442  -0.0007  -0.0007  -0.0068
O  9.8436  0.2267  11.5076  0.0006  0.0001  0.0007
O  8.5604  8.7388  11.2033  -0.0002  -0.0009  0.002
O  7.5262  4.5032  18.5954  -0.0001  0  -0.0071
O  1.3946  12.4019  18.8294  0.0003  -0.0015  -0.0062
H  -3.1687  0.0354  17.6968  -0.5712  -0.1906  0.1146

Results
free energy: -131201.687 eV
free energy less fixed offsets of H -15.97, O -568.88, Si -635.61 eV per atom: -1.427 eV

The program warned: the cutoff lies below the one the program advises for these potential files; the exchange-correlation potential is rough where the density is thin.
